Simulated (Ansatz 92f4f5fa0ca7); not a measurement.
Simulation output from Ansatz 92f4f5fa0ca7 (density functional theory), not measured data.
Periodic cell of 430 atoms, Si266O164, from a study of silicon, its oxide and their interface. The atomic structure is a simulated model.
Doubt: the cutoff is far below the 930 eV that the study's wrapper takes by default for these files, so forces and energies are approximate.
This geometry differs little from another in the collection (a relaxation step or a small displacement).

Settings
functional: PBE
potential files: Ansatz PAW
basis: plane waves
wave-function cutoff: 580 eV
density cutoff ratio: 5
exchange-correlation grid ratio: 1
k mesh: 1 x 1 x 1, Gamma-centred
self-consistency stop: 5e-08 eV per atom in the density residual
occupations: fixed
spin: none
net charge: 0

Cell vectors (angstrom)
a	15.4687	0	0
b	0	12.8259	0
c	0	0	37.4422

Atoms and the computed forces on them: element, x, y, z (angstrom), force x, y, z (eV/angstrom)
Si	-0.049	1.17	34.72	0.009	-0.009	-0.007
Si	3.854	1.146	34.812	-0.004	0.009	0.021
Si	7.786	1.174	34.777	-0.015	-0.001	0.005
Si	11.611	1.12	34.755	-0.025	0.045	0.021
Si	1.924	7.559	34.777	0.011	-0.001	0.005
Si	5.85	7.592	34.64	-0.003	-0.003	0.007
Si	9.64	7.59	34.826	0.003	0.003	0.008
Si	13.547	7.607	34.765	-0.009	0	0.004
Si	1.934	5.247	35.175	0.363	0.033	-0.121
Si	5.801	5.247	35.175	-0.083	0.205	-0.368
Si	9.668	5.247	35.175	0.241	0.085	-0.477
Si	13.535	5.247	35.175	0.017	-0.025	0.654
Si	0	11.66	35.175	-0.003	-0.028	0.309
Si	3.867	11.66	35.175	-0.003	-0.156	-0.357
Si	7.734	11.66	35.175	0.077	0.296	0.298
Si	11.602	11.66	35.175	-0.255	0.056	0.251
Si	0	4.664	36.412	-0.049	0.049	-0.005
Si	3.867	4.664	36.412	-0.114	0.042	-0.032
Si	7.734	4.664	36.412	-0.036	-0.133	-0.146
Si	11.602	4.664	36.412	0.04	0.027	0.054
Si	1.934	11.077	36.412	-0.003	-0.096	-0.068
Si	5.801	11.077	36.412	-0.045	0.002	-0.05
Si	9.668	11.077	36.412	0.002	-0.069	-0.032
Si	13.535	11.077	36.412	0.059	-0.019	-0.098
Si	0	2.332	36.824	-0.291	-0.115	-0.188
Si	3.867	2.332	36.824	0.114	0.005	0.243
Si	7.734	2.332	36.824	0.047	-0.005	0.07
Si	11.602	2.332	36.824	0.15	0.009	-0.189
Si	1.934	8.745	36.824	-0.183	0.041	0.074
Si	5.801	8.745	36.824	0.183	-0.11	-0.544
Si	9.668	8.745	36.824	-0.121	0.139	0.515
Si	13.535	8.745	36.824	0.118	-0.054	0.197
Si	1.934	1.749	0.619	0.069	-0.039	-0.013
Si	5.801	1.749	0.619	-0.006	0.155	-0.031
Si	9.668	1.749	0.619	-0.04	0.002	-0.001
Si	13.535	1.749	0.619	0.018	0.01	0.024
Si	0	8.162	0.619	-0.018	0.013	0.033
Si	3.867	8.162	0.619	-0.098	-0.103	-0.14
Si	7.734	8.162	0.619	-0.025	0.011	0.005
Si	11.602	8.162	0.619	-0.046	-0.005	0.008
Si	0	5.83	1.031	0.085	0.065	0.075
Si	3.867	5.83	1.031	0.042	0.018	0.057
Si	7.734	5.83	1.031	0.064	-0.001	-0.084
Si	11.602	5.83	1.031	-0.074	0.096	0.087
Si	1.934	12.243	1.031	0.043	0.049	0.087
Si	5.801	12.243	1.031	-0.009	-0.007	-0.006
Si	9.668	12.243	1.031	-0.013	-0.046	-0.027
Si	13.535	12.243	1.031	-0.08	-0.06	-0.028
Si	1.934	5.247	2.268	-0.044	0.037	0.487
Si	5.801	5.247	2.268	-0.005	-0.204	-0.663
Si	9.668	5.247	2.268	-0.229	0.006	-0.253
Si	13.535	5.247	2.268	0.238	0.012	0.312
Si	0	11.66	2.268	-0.158	0.029	0.145
Si	3.867	11.66	2.268	0.107	0.213	0.551
Si	7.734	11.66	2.268	-0.001	-0.041	-0.193
Si	11.602	11.66	2.268	0.038	-0.345	-0.525
Si	1.934	2.915	2.68	-0.037	0.223	0.177
Si	5.801	2.915	2.68	0.078	-0.327	-0.419
Si	9.668	2.915	2.68	0.121	0.193	0.179
Si	13.535	2.915	2.68	-0.062	0.094	0.103
Si	0	9.328	2.68	0.063	-0.119	0.058
Si	3.867	9.328	2.68	0.108	0.052	0.075
Si	7.734	9.328	2.68	-0.053	0.059	-0.007
Si	11.602	9.328	2.68	0.033	-0.178	-0.134
Si	-3.78	-4.891	22.115	0.001	0.004	0.004
Si	5.712	-5.315	30.468	-0.075	-0.005	-0.048
Si	3.461	-5.247	31.327	0.071	-0.12	0.155
Si	12.965	-2.99	28.768	-0.027	0.017	-0.023
Si	2.292	7.25	25.535	-0.008	-0.026	0.048
Si	8.761	9.394	18.327	0.003	0.005	-0.004
Si	13.179	4.428	25.33	0.003	0.005	0
Si	9.553	11.277	31.777	-0.001	-0.01	0.001
Si	7.629	2.039	30.692	0.007	-0.004	-0.014
Si	5.226	7.554	25.973	-0.001	-0.007	0.018
Si	13.504	10.427	31.983	-0.024	-0.023	-0.011
Si	19.355	1.824	30.677	-0.004	-0.042	-0.012
Si	3.883	14.355	28.353	-0.018	0	-0.016
Si	-3.142	7.462	25.129	0.002	0.006	0.003
Si	2.039	6.221	28.615	0.096	0.05	0
Si	15.031	7.229	31.248	-0.141	0.145	-0.097
Si	-2.154	-0.329	26.03	-0.033	-0.003	0.029
Si	4.001	4.056	31.592	-0.036	0.139	0.031
Si	7.656	6.104	30.502	0.019	-0.02	-0.01
Si	10.62	-2.636	28.316	0	-0.019	-0.004
Si	-4.035	14.012	29.819	0.006	-0.022	0.018
Si	-1.447	5.059	30.582	0.212	-0.139	0.228
Si	13.604	13.695	30.89	-0.004	0.009	-0.013
Si	15.649	4.444	21.59	0.006	0.005	0.012
Si	1.83	-1.575	31.843	0.003	0.005	0.015
Si	1.922	0.815	31.525	-0.022	0.012	-0.02
Si	1.439	-4.718	30.039	-0.036	-0.089	-0.052
Si	15.591	3.567	28.699	0.024	-0.007	0.022
Si	9.283	1.486	26.149	-0.047	-0.021	0.02
Si	5.848	11.094	31.71	-0.007	-0.008	0.003
Si	6.82	7.178	19.078	-0.003	0.002	0.001
Si	14.188	11.474	30.022	0.001	0.026	0.018
Si	0.763	4.817	24.635	0.012	-0.003	0.017
Si	2.718	2.626	25.814	0.005	0.006	0.015
Si	5.808	0.714	31.49	0.013	0.009	0.002
Si	9.612	0.856	31.344	0.005	0.01	-0.008
Si	4.043	5.787	29.915	-0.008	-0.015	-0.144
Si	5.228	10.032	27.937	-0.014	-0.003	-0.015
Si	6.561	9.694	29.827	0.013	0.003	0.009
Si	9.006	9.712	30.045	-0.002	-0.004	0.002
Si	0.016	3.932	32.036	-0.039	-0.15	-0.081
Si	0.147	2.109	30.584	0.003	-0.007	0.068
Si	7.771	4.155	31.849	-0.001	0.009	-0.013
Si	11.932	4.931	31.883	-0.021	0.059	0.022
Si	0.99	10.547	29.745	0.018	0.029	0.02
Si	2.551	11.403	28.145	0.038	0.018	-0.024
Si	9.086	7.721	31.352	0.007	0.003	0.001
Si	13.133	8.479	30.701	0.083	0.114	0.06
Si	2.09	4.132	33.072	-0.012	-0.002	0.025
Si	5.82	3.999	33.152	0.004	-0.011	0.022
Si	9.831	4.115	33.014	0.003	-0.018	0.008
Si	13.542	3.918	33.297	0.017	-0.048	-0.006
Si	0.034	10.417	33.197	-0.008	0.017	-0.046
Si	3.852	10.568	32.992	0.01	0.001	0.028
Si	7.713	10.618	33.105	0.008	0.001	-0.006
Si	11.467	10.604	33.093	0.011	0.006	-0.011
Si	1.938	1.823	33.623	-0.03	-0.012	-0.002
Si	5.806	1.699	33.639	-0.002	-0.007	0.009
Si	9.728	1.79	33.52	0.006	0.012	-0.006
Si	13.473	1.545	33.357	0.048	0.018	-0.051
Si	0.002	8.065	33.484	-0.014	-0.04	0.015
Si	3.817	8.22	33.533	-0.02	0.04	-0.041
Si	7.871	8.262	33.41	0.004	0.006	0.002
Si	11.556	8.303	33.706	0.007	-0.007	0
Si	0	2.332	3.917	0.187	-0.18	0.211
Si	3.867	2.332	3.917	0.23	0.024	-0.097
Si	7.734	2.332	3.917	-0.333	0.32	-0.378
Si	11.602	2.332	3.917	-0.019	-0.284	-0.927
Si	1.934	8.745	3.917	-0.283	-0.454	0.439
Si	5.801	8.745	3.917	-0.018	0.85	-0.023
Si	9.668	8.745	3.917	0.023	0.033	-0.081
Si	13.535	8.745	3.917	-0.423	-0.323	0.578
Si	1.949	6.388	4.429	0	0.001	0
Si	5.852	6.472	4.209	0.009	0.001	0.002
Si	9.637	6.377	4.324	0	-0.004	0.002
Si	13.565	6.306	4.445	0.003	0.007	0.002
Si	-0.018	12.838	4.341	0.001	-0.008	-0.001
Si	3.877	12.847	4.437	-0.001	0	-0.004
Si	7.696	12.858	4.283	0.002	0.001	-0.004
Si	11.554	12.87	4.209	-0.003	-0.002	0.004
Si	0.048	5.672	5.816	0.008	-0.01	-0.007
Si	4.04	5.963	5.527	-0.005	-0.001	0.01
Si	7.674	5.865	5.527	0.004	-0.007	0
Si	11.497	5.419	5.366	-0.014	-0.047	-0.034
Si	1.894	12.152	5.595	0.001	0.006	0.003
Si	5.879	12.348	5.686	0.006	0.001	0
Si	9.645	12.429	5.481	-0.002	0.006	0.005
Si	13.418	12.422	5.511	-0.001	0.003	-0.008
Si	-0.035	3.294	6.1	0.001	0.004	-0.005
Si	4.68	3.662	5.695	0.004	-0.004	0.008
Si	7.086	3.545	5.841	0.001	0.008	-0.01
Si	11.466	3.07	6.067	0.004	-0.001	-0.023
Si	1.834	9.822	6.04	0.003	-0.005	0.001
Si	5.68	10.029	5.965	-0.005	0	0.008
Si	9.549	10.057	5.876	0.003	0.004	-0.005
Si	13.367	10.138	5.868	0.002	-0.004	0.001
Si	3.209	-1.5	9.042	-0.003	0.014	0.016
Si	4.105	5.369	8.818	-0.028	0.045	0.012
Si	9.94	1.404	7.065	0.007	-0.005	-0.008
Si	13.453	2.824	7.311	-0.004	-0.015	-0.012
Si	-1.102	8.126	8.626	0.027	0.002	0.008
Si	3.809	9.496	7.39	0.001	-0.003	-0.008
Si	7.647	9.533	7.146	0.002	-0.006	-0.005
Si	15.305	6.024	8.23	-0.014	0.016	0.007
Si	-7.276	13.074	12.785	0.013	0	-0.026
Si	3.388	4.615	18.744	-0.006	0.005	-0.001
Si	7.308	7.23	7.419	-0.004	0.007	-0.005
Si	4.215	2.303	9.838	0.004	-0.02	0.001
Si	2.231	10.709	11.242	0.006	-0.012	-0.001
Si	1.818	16.012	9.964	-0.041	0.01	0.041
Si	6.735	12.997	7.914	0.001	-0.009	-0.004
Si	17.137	12.834	7.847	-0.003	-0.018	-0.002
Si	6.988	10.968	10.978	-0.017	-0.003	0.016
Si	8.618	4.282	13.729	0.009	-0.008	-0.032
Si	15.052	11.942	8.511	0.011	-0.002	-0.006
Si	8.11	11.086	8.871	0.003	0.012	0
Si	-3.637	18.015	10.62	-0.003	0.004	0.016
Si	5.706	17	10.192	0.002	0.002	-0.018
Si	9.878	16.593	10.837	0.005	-0.035	0.052
Si	15.21	9.874	7.299	-0.003	-0.012	0.006
Si	-2.182	0.494	7.759	0.001	0.016	-0.011
Si	1.919	5.564	9.651	0.053	0.008	-0.025
Si	11.412	9.831	7.215	0.006	0.004	0.011
Si	19.208	3.247	7.739	-0.019	-0.009	-0.029
Si	-4.068	9.278	10.969	0.003	0.002	0.019
Si	7.872	15.143	7.712	-0.001	0.008	0.012
Si	8.002	16.869	9.378	0.004	-0.026	0.004
Si	11.27	5.837	7.578	0.008	0.046	0.045
Si	1.548	2.43	7.743	0.018	0.016	-0.001
Si	5.938	5.183	12.268	0	0.016	0.028
Si	9.235	9.648	15.299	0.004	0.005	0.002
Si	9.454	6.681	18.505	0.003	0.004	-0.004
Si	2.526	7.767	11.927	0.008	0.013	-0.023
Si	9.031	6.109	8.657	-0.001	0.023	-0.002
Si	14.506	6.021	17.883	0.003	-0.002	0.002
Si	11.136	13.196	8.852	0.002	-0.022	-0.022
Si	4.063	-3.534	16.02	0.005	0	-0.002
Si	10.557	-1.911	9.175	-0.001	0.008	-0.009
Si	4.791	7.177	7.516	0.006	-0.014	0.003
Si	13.742	-4.12	10.797	0.019	0.02	-0.009
Si	-4.732	1.554	17.809	0.003	-0.005	-0.002
Si	3.629	3.682	13.433	-0.015	0.001	-0.022
Si	8.837	7.987	23.366	-0.002	-0.001	0.017
Si	21.099	8.234	12.001	-0.006	0.006	-0.014
O	29.644	6.161	14.104	-0.005	0.006	-0.022
O	-18.078	11.003	14.668	0.014	-0.023	-0.003
O	15.537	11.094	14.848	-0.006	0.002	0.011
O	16.066	-1.546	18.58	-0.001	-0.001	0.001
O	-5.532	8.249	18.576	0.001	-0.004	0.005
O	-7.676	27.511	26.65	0.032	-0.007	0.005
O	18.461	25.81	28.196	-0.001	0.007	0.019
O	-2.215	10.904	25.659	-0.008	0.034	0
O	-1.531	-16.88	14.639	0.004	0.026	0.02
O	-3.093	25.602	27.311	-0.007	-0.016	-0.026
O	5.615	8.897	22.279	0.005	-0.003	0.001
O	21.918	9.409	11.204	0.012	0.007	0.001
O	25.137	12.715	20.852	0.001	-0.002	-0.006
O	-5.061	1.655	16.204	-0.009	-0.001	-0.003
O	13.839	-0.432	17.728	0.001	0	0.002
O	-1.035	2.851	15.252	0.001	-0.004	0.012
O	10.278	10.711	14.699	0.014	-0.005	-0.005
O	8.633	-9.825	14.719	0.007	-0.014	0.015
O	-1.308	20.283	11.798	-0.016	-0.038	0.016
O	5.577	-4.169	13.564	-0.002	-0.002	-0.006
O	22.76	8.635	18.453	0.001	-0.003	0.004
O	5.582	-11.214	15.385	-0.001	-0.001	-0.009
O	-10.121	31.88	22.513	0.002	0	-0.006
O	0.441	3.052	20.754	0.004	0.003	0.001
O	-1.906	19.061	19.201	0.002	-0.001	0.001
O	12.228	9.202	21.267	0.001	-0.003	0.001
O	4.874	-4.17	27.112	0.007	0.011	-0.003
O	1.323	6.351	24.583	0.009	0.011	0.008
O	12.138	16.936	20.116	-0.001	0.002	0.001
O	3.838	10.513	28.663	-0.001	-0.01	0.018
O	10.073	8.058	22.315	0	0	-0.002
O	1.715	1.322	25.802	-0.009	-0.003	-0.005
O	14.879	2.042	17.758	0	0.003	0.003
O	2.725	1.901	21.324	0.001	-0.003	-0.005
O	23.717	-6.263	19.634	-0.002	0	0
O	8.119	-7.11	28.947	0.004	0.015	0.018
O	-1.873	8.18	25.891	-0.005	-0.007	0.003
O	7.861	1.278	16.583	0.006	0.005	-0.009
O	-13.09	3.399	19.087	0.007	0.002	-0.003
O	16.111	4.226	23.128	-0.005	-0.001	-0.016
Si	14.078	18.793	12.477	-0.003	0.029	-0.015
Si	10.318	8.064	26.161	-0.002	0.002	0.012
Si	12.7	0.435	12.461	0.007	0.007	-0.008
Si	22.226	17.839	26.147	-0.024	0.007	0.009
Si	13.791	13.858	18.443	0.001	-0.001	0
Si	8.066	3.648	20.918	0	0.001	0.005
Si	12.671	-15.089	20.534	0.001	0.001	0.003
Si	7.623	13.475	24.037	-0.012	0	0.018
Si	21.718	4.368	18.445	0	0	0.001
Si	-1.29	-2.567	15.259	-0.012	0.005	-0.023
Si	0.14	14.358	26.15	0.001	0.001	0.015
Si	14.89	11.589	10.83	0.002	-0.011	0.025
Si	4.74	1.295	23.953	0.002	-0.004	-0.001
Si	-4.98	14.368	10.83	0.016	0.031	0.052
Si	14.751	14.65	14.034	0.006	-0.004	-0.015
Si	11.376	7.219	31.669	-0.053	0.004	-0.013
Si	8.974	1.569	15.411	-0.003	0.014	-0.013
Si	1.594	-0.311	18.169	0.005	-0.007	-0.005
Si	16.856	11.424	22.6	0.004	-0.006	0.014
Si	6.683	2.388	27.682	0.032	-0.002	-0.011
Si	-1.577	9.654	26.558	0.002	0.006	0.006
Si	10.651	7.239	10.104	-0.007	0.007	-0.006
Si	-4.551	-0.329	28.045	0.019	0.007	-0.023
Si	6.358	9.281	23.653	-0.003	0.002	0.004
Si	-9.699	-1.093	25.344	0.001	-0.013	-0.007
Si	13.183	4.749	8.686	0.008	0.019	0.006
Si	11.554	10.81	13.702	0.008	0.011	0.015
Si	-5.441	-0.951	19.502	0.005	0.003	0.005
Si	-7.284	0.481	21.173	0	-0.002	0.007
Si	-2.507	5.468	20.53	0.005	0.001	0.001
Si	-0.823	-18.271	15.084	0.005	0.003	-0.011
Si	8.825	6.789	15.44	0.003	0.011	-0.001
Si	1.738	2.292	20.083	0	0.004	-0.002
Si	-4.193	16.26	27.53	-0.008	-0.007	0
Si	6.6	8.653	14.815	0.008	0.003	0.001
Si	-1.936	14.664	24.016	-0.008	-0.003	0.002
Si	20.459	12.809	9.565	-0.002	0.003	0.001
Si	-1.287	25.772	21.525	-0.005	0.003	0.007
Si	-3.444	7.881	8.241	-0.007	0.037	0.043
Si	20.824	1.243	13.818	-0.017	-0.016	-0.025
Si	10.607	4.128	19.574	0.003	-0.002	0.002
Si	-0.961	10.972	18.178	0.006	0.008	0.001
Si	-10.497	-5.268	21.637	0	0.004	0.008
Si	6.752	18.391	23.053	-0.004	0.006	0.012
Si	16.176	-9.201	11.963	0.03	-0.042	-0.01
Si	2.215	20.091	14.392	0.007	0.001	0.017
Si	16.941	6.554	19.694	-0.001	0.006	0.012
Si	5.715	-0.026	19.355	-0.006	-0.004	0.005
Si	3.216	11.679	14.041	0.023	0.007	-0.016
Si	3.926	10.642	18.723	0.001	0.002	0.001
Si	3.708	0.698	21.863	-0.002	0.007	0.004
Si	2.472	17.281	15.89	-0.006	0.005	-0.005
Si	15.055	3.268	16.691	0.002	0.002	-0.007
Si	9.175	18.505	27.716	-0.032	0.009	0.024
Si	2.437	-3.817	20.934	0.003	-0.003	0
Si	1.148	25.168	15.013	-0.007	0.002	-0.015
Si	1.35	10.24	25.551	0.009	0.001	0.028
Si	21.801	1.814	16.811	0.01	0.001	0.005
O	30.448	14.878	24.741	0.005	-0.002	0.003
O	23.839	5.11	26.411	0.014	0	0.004
O	20.173	0.353	20.596	0.003	0	-0.005
O	34.096	-14.701	12.569	-0.005	0.009	0.002
O	35.5	15.243	12.981	0.004	-0.019	0.026
O	12.394	18.654	25.061	0.008	-0.022	0.003
O	-0.697	17.622	25.376	-0.018	0.002	-0.007
O	1.135	-9.125	16.424	0.004	0	0.006
O	21.776	3.427	17.116	0.001	-0.002	0.003
O	-0.039	15.468	27.344	-0.003	-0.003	-0.017
O	13.873	12.705	11.464	0.003	-0.007	0
O	-5.093	2.653	26.414	-0.008	0.002	-0.011
O	9.782	8.099	15.173	-0.002	-0.005	0.008
O	-2.804	5.246	12.074	0.027	0.013	0.015
O	12.78	26.258	24.8	0.016	-0.02	0.009
O	-9.835	7.411	20.151	0.004	-0.001	-0.001
O	6.34	-6.068	11.911	0.006	-0.007	0.004
O	28.134	16.655	26.767	0.004	0.009	0
O	18.911	-2.835	20.122	0.001	-0.001	-0.002
O	22.884	3.835	19.439	0.001	-0.001	0.001
O	10.083	0.135	18.285	0.002	-0.001	0.006
O	6.347	27.346	23.889	0.006	-0.009	-0.009
O	-12.189	15.525	27.353	-0.001	-0.01	-0.003
O	4.851	16.969	19.252	-0.002	0.001	-0.001
O	21.678	8.15	24.826	-0.002	-0.004	-0.001
O	3.376	17.736	17.148	0.001	-0.002	0.017
O	-3.605	1.636	11.763	-0.032	-0.002	-0.032
O	6.131	16.61	27.027	0.02	-0.014	-0.008
O	9.054	14.116	24.528	0.001	0.002	0.055
O	-11.586	2.494	24.678	-0.003	-0.005	-0.001
O	3.302	20.849	15.353	-0.005	-0.007	-0.001
O	14.086	4.876	21.543	0.005	0	-0.003
O	13.877	-2.584	19.484	-0.002	-0.003	0.002
O	16.896	8.16	19.966	0.002	-0.011	-0.001
O	7.079	-8.247	13.278	0.008	0	0.001
O	30.59	2.595	12.657	0.007	0.013	0.008
O	8.95	0.406	14.244	0.001	0.007	0.02
O	-3.986	-1.634	19.634	-0.003	0	0
O	-2.082	0.976	13.824	-0.003	-0.002	0.005
O	1.865	16.797	25.489	-0.004	-0.002	-0.008
O	5.723	24.855	10.86	0.004	-0.002	-0.005
O	-9.159	5.974	18.066	0.004	0	0.005
O	-2.325	-1.141	21.629	-0.001	-0.004	-0.002
O	-14.373	-1.694	24.196	0.004	0.001	-0.018
O	8.941	10.661	19.325	0.003	-0.002	0.001
O	7.278	20.019	15.075	0.001	0.005	0.008
O	7.432	2.552	29.117	-0.005	-0.007	-0.007
O	0.973	5.727	20.994	0	-0.001	-0.003
O	-7.528	19.503	23.005	0.007	0.002	-0.003
O	21.084	36.259	24.184	0.005	0.009	0.01
O	-18.894	6.549	21.336	0	0.001	-0.001
O	-6.179	20.697	24.919	0.001	-0.001	-0.009
O	2.139	-9.09	12.775	0.01	0.007	0.009
O	3.106	11.999	18.365	0.002	0	0.007
O	0.032	-2.934	26.452	0.005	-0.006	-0.003
O	-5.72	0.163	26.982	-0.004	0.023	-0.008
O	-1.083	10.119	11.365	-0.009	-0.027	-0.029
O	-9.826	0.997	18.063	0.002	0.001	0
O	1.943	6.551	11.004	-0.008	-0.014	-0.009
O	7.95	9.365	23.285	-0.004	-0.004	-0.001
O	17.659	5.689	14.859	0	0.001	0.016
O	19.136	9.509	17.585	0.003	-0.001	0
O	26.042	18.389	18.779	0.001	0	0
O	17.495	6.853	27.098	-0.003	0.008	-0.033
O	22.22	13.847	12.989	-0.023	0.01	0.019
O	19.565	-4.763	11.49	0.01	0.003	0.008
O	3.389	16.256	15.023	0.003	0.001	0.002
O	-12.106	-4.972	21.66	0.005	-0.001	-0.002
O	17.491	8.811	25.164	0.001	0.008	-0.004
O	-5.291	-9.958	18.625	0	0.002	0.003
O	14.124	13.593	20.021	0.003	0	0.001
O	17.211	-3.694	11.39	0.004	-0.003	0.007
O	9.6	17.018	20.855	0	-0.002	-0.001
O	21.14	-3.777	16.079	0.005	0.002	0.002
O	23.227	-12.957	22.615	-0.001	0.003	0.005
O	20.909	11.247	18.875	-0.002	0.001	0
O	6.52	4.915	24.534	0.002	-0.001	0.024
O	-1.233	4.495	29.018	-0.024	0.015	-0.09
O	7.259	12.36	25.173	0.008	0.006	-0.008
O	-6.196	-7.271	14.505	0.003	-0.003	0.007
O	-6.56	32.01	17	0	0.004	-0.01
O	1.289	4.739	28.566	-0.024	-0.02	0.005
O	-2.654	3.306	24.164	0.005	-0.01	0.006
O	16.02	0.859	14.318	-0.006	-0.008	0.012
O	-6.314	13.709	11.612	-0.015	-0.009	0.011
O	19.862	-0.052	13.836	0.02	0.02	0.003
O	-3.918	-0.669	12.79	0.005	-0.005	0.013
O	19.188	-15.021	15.181	-0.001	0.009	0.004
O	4.621	12.839	24.996	0.008	-0.012	0.006
O	-18.612	14.449	18.122	0.002	-0.001	0.002
O	-4.074	-16.058	12.623	0.002	-0.01	-0.009
O	17.79	-1.749	26.551	-0.026	-0.015	-0.011
O	13.723	-11.462	22.48	-0.002	0.004	0.009
O	-5.003	17.576	28.039	0.001	-0.003	-0.006
O	40.49	16.839	12.445	0.001	0.001	-0.042
O	9.773	19.992	27.422	0.005	-0.005	-0.004
O	29.711	4.518	17.324	0.001	0.001	0.005
O	-15.591	17.88	11.977	-0.003	0.015	0.004
O	-1.223	7.03	16.631	0.008	0.004	-0.003
O	-7.682	22.565	14.543	0.01	0	0.012
O	7.22	-12.798	19.954	0.006	0.002	0
O	6.01	6.345	26.716	0.009	-0.008	-0.015
O	27.861	-4.833	23.581	0	-0.003	0.001
O	16.214	-5.05	14.878	-0.009	-0.008	0.011
O	1.523	9.938	21.915	0.002	0.005	0.002
O	5.68	11.162	26.848	-0.001	-0.006	-0.001
O	11.54	2.577	28.891	0.002	0.006	0.006
O	7.173	17.194	22.05	0.004	-0.004	-0.004
O	1.415	0.96	19.185	0.002	0.002	0.002
O	-5.152	22.417	26.772	0.001	-0.003	0.009
O	20.916	14.154	27.837	0.008	-0.002	0.001
O	2.994	6.033	19.435	0.003	-0.015	-0.002
O	14.272	10.032	16.878	0	-0.002	-0.011
O	4.471	-7.771	13.054	0.011	-0.008	-0.002
O	14.839	0.127	26.492	-0.001	0.005	-0.005
O	-12.687	-0.591	22.318	-0.003	0.001	0.003
O	-6.514	10.028	16.851	0.004	-0.005	-0.011
O	15.649	12.352	21.971	0.006	-0.003	0.001
O	0.949	11.736	11.437	-0.022	0.004	0.001
O	16.84	12.812	16.582	0.001	0.001	0.007
O	19.346	6.99	25.251	-0.018	0.006	0.003
O	8.155	2.085	21.317	0.002	0.001	-0.002
O	0.588	-6.606	18.363	-0.005	0	0.002
O	7.871	-1.293	12.274	0.009	0.009	0.006

Results
free energy: -262362.561 eV
free energy less fixed offsets of O -568.88, Si -635.61 eV per atom: 6.019 eV

The program warned: the cutoff lies below the one the program advises for these potential files; the forces do not sum to zero within the program's tolerance; the exchange-correlation potential is rough where the density is thin.
